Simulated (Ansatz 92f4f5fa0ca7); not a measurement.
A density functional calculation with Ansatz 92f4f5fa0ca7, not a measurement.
Periodic cell of 222 atoms, Si134O80N8, from a study of silicon, its oxide and their interface. The atomic structure is a simulated model.
Doubt: the cutoff is far below the 930 eV that the study's wrapper takes by default for these files, so forces and energies are approximate.
This geometry differs little from another in the collection (a relaxation step or a small displacement).

Settings
functional: PBE
potential files: Ansatz PAW
basis: plane waves
wave-function cutoff: 580 eV
density cutoff ratio: 5
exchange-correlation grid ratio: 1
k mesh: 1 x 1 x 1, Gamma-centred
self-consistency stop: 5e-08 eV per atom in the density residual
occupations: fixed
spin: none
net charge: 0

Cell vectors (angstrom)
a, 10.938, 0, 0
b, 0, 10.938, 0
c, 0, 0, 31.4408

Atoms: element, x, y, z (angstrom)
Si, 0.0784, -0.1641, 24.0448
Si, 5.6793, -0.1115, 24.1642
Si, 3.3655, 2.167, 23.687
Si, 8.159, 2.9297, 23.9864
Si, 0.2057, 5.5732, 24.243
Si, 5.7837, 5.0724, 23.9141
Si, 2.47, 8.6069, 23.9669
Si, 8.0537, 8.6609, 23.6703
Si, 1.4915, 1.3865, 25.1228
Si, 6.9739, 1.397, 25.363
Si, 4.2117, 3.9075, 25.2222
Si, 9.681, 4.1135, 25.3433
Si, 1.5091, 6.9939, 25.4629
Si, 6.884, 6.8974, 25.0205
Si, 4.1471, 9.5475, 25.3612
Si, 9.5434, 9.5412, 25.3437
Si, 2.7373, 0.0093, 26.6428
Si, 8.2418, -0.0201, 26.7087
Si, 0.0958, 2.696, 26.6257
Si, 5.5291, 2.6868, 26.7058
Si, 2.8235, 5.3971, 26.6263
Si, 8.2005, 5.5117, 26.5809
Si, -0.0195, 8.2109, 26.7246
Si, 5.5143, 8.1173, 26.6158
Si, 4.1018, 1.3673, 28.0225
Si, 9.5708, 1.3673, 28.0225
Si, 1.3673, 4.1018, 28.0225
Si, 6.8362, 4.1018, 28.0225
Si, 4.1018, 6.8362, 28.0225
Si, 9.5708, 6.8362, 28.0225
Si, 1.3673, 9.5708, 28.0225
Si, 6.8362, 9.5708, 28.0225
Si, 0, 0, 29.3898
Si, 5.469, 0, 29.3898
Si, 2.7345, 2.7345, 29.3898
Si, 8.2035, 2.7345, 29.3898
Si, 0, 5.469, 29.3898
Si, 5.469, 5.469, 29.3898
Si, 2.7345, 8.2035, 29.3898
Si, 8.2035, 8.2035, 29.3898
Si, 1.3673, 1.3673, 30.757
Si, 6.8362, 1.3673, 30.757
Si, 4.1018, 4.1018, 30.757
Si, 9.5708, 4.1018, 30.757
Si, 1.3673, 6.8362, 30.757
Si, 6.8362, 6.8362, 30.757
Si, 4.1018, 9.5708, 30.757
Si, 9.5708, 9.5708, 30.757
Si, 2.7345, 0, 0.6835
Si, 8.2035, 0, 0.6835
Si, 0, 2.7345, 0.6835
Si, 5.469, 2.7345, 0.6835
Si, 2.7345, 5.469, 0.6835
Si, 8.2035, 5.469, 0.6835
Si, 0, 8.2035, 0.6835
Si, 5.469, 8.2035, 0.6835
Si, 4.1018, 1.3673, 2.0507
Si, 9.5708, 1.3673, 2.0507
Si, 1.3673, 4.1018, 2.0507
Si, 6.8362, 4.1018, 2.0507
Si, 4.1018, 6.8362, 2.0507
Si, 9.5708, 6.8362, 2.0507
Si, 1.3673, 9.5708, 2.0507
Si, 6.8362, 9.5708, 2.0507
Si, 0, 0, 3.418
Si, 5.469, 0, 3.418
Si, 2.7345, 2.7345, 3.418
Si, 8.2035, 2.7345, 3.418
Si, 0, 5.469, 3.418
Si, 5.469, 5.469, 3.418
Si, 2.7345, 8.2035, 3.418
Si, 8.2035, 8.2035, 3.418
Si, 1.2565, 1.4033, 4.8319
Si, 6.848, 1.3789, 4.794
Si, 4.0574, 4.1899, 4.724
Si, 9.5323, 4.1441, 4.7583
Si, 1.2457, 6.9046, 4.7884
Si, 6.7373, 6.8346, 4.8174
Si, 4.1175, 9.5712, 4.7683
Si, 9.6245, 9.5343, 4.8172
Si, 2.6939, -0.0398, 6.0678
Si, 8.2668, -0.0246, 6.1286
Si, -0.2169, 2.793, 6.2487
Si, 5.4286, 2.8429, 6.0386
Si, 2.6046, 5.5106, 6.0409
Si, 7.9988, 5.2914, 6.117
Si, -0.078, 8.1547, 6.3733
Si, 5.4117, 8.2434, 6.2616
Si, 3.9232, 1.5904, 7.2177
Si, 9.1166, 1.5924, 7.6614
Si, 1.5885, 3.8455, 7.3968
Si, 6.8381, 3.731, 7.7357
Si, 3.6837, 7.0765, 7.4137
Si, 9.0558, 6.8523, 7.4697
Si, 1.6069, 9.4532, 7.5745
Si, 7.1198, 9.4041, 7.4991
O, 6.8336, 9.8074, 23.4021
O, 1.3706, 4.6979, 23.4693
O, 2.7473, 2.6765, 7.638
O, 4.1535, 6.0617, 8.6009
N, 7.5211, 2.1437, 8.3366
O, 3.6701, 4.0133, 10.2256
O, 6.8017, 10.368, 8.8323
O, 1.3078, 4.326, 8.9629
O, 8.0101, 6.7754, 10.6265
N, 9.2861, -2.1809, 11.9843
N, 6.4575, 4.7244, 9.2166
O, 4.8155, 1.1729, 8.5474
O, 2.6775, 8.2577, 8.0415
O, 5.1574, 5.1615, 22.4094
O, 10.0485, 11.1844, 22.7432
O, -1.9875, 8.3555, 22.2414
N, 2.8522, 5.6767, 21.2047
N, 4.4863, 0.7578, 23.1344
N, 11.7928, 8.052, 21.2381
O, 7.054, 4.0771, 23.6456
O, -0.609, 6.4717, 23.1532
Si, 8.5328, 8.0621, 18.1196
Si, 0.6568, -3.9176, 14.7563
Si, 10.8074, -1.2563, 12.0133
Si, 6.6805, 12.1373, 12.2627
Si, 6.3429, 0.9943, 9.1264
Si, -1.5183, 12.2173, 21.636
Si, 5.1969, 7.4961, 12.0736
Si, 12.248, 9.7599, 21.537
Si, 6.3976, 15.5525, 16.4454
Si, 2.2763, 7.9405, 12.4572
Si, 11.7907, 1.3085, 19.906
Si, 8.1276, 0.0412, 19.0095
Si, 13.4332, 7.3701, 21.1821
Si, 8.7805, 8.652, 15.1798
Si, 16.1325, 11.5589, 17.7683
Si, 11.4749, 11.6627, 9.7255
Si, 12.9686, 3.5528, 10.2315
Si, 4.4964, -5.7706, 20.9334
Si, 14.8325, 2.3002, 19.6972
Si, 15.4462, 9.074, 19.4167
Si, 10.9472, 6.4888, 17.4901
Si, 10.4525, 1.3416, 17.1924
Si, 9.1765, 13.5419, 14.8489
Si, 4.8093, 5.1984, 9.8073
Si, 8.0142, 5.3374, 9.8544
Si, 10.2262, 7.36, 21.7934
Si, 1.933, 4.4012, 21.9772
Si, 8.1635, 14.6949, 12.4163
Si, 9.2433, 4.0832, 17.454
Si, 9.1219, 7.0238, 11.8146
Si, 6.9087, 5.8373, 13.7022
Si, 16.9921, 1.9268, 15.1213
Si, -0.4326, 11.0288, 14.69
Si, 18.5963, 9.1929, 12.5694
Si, 4.3178, 10.9782, 21.5286
Si, -0.2703, 5.0693, 19.8895
Si, -4.8966, 6.6036, 18.6466
Si, 22.7666, 5.5109, 12.2513
O, 9.8089, 6.2603, 20.6359
O, 6.7285, 4.4478, 12.8348
O, 9.1268, 14.7893, 13.7686
O, 2.8418, 3.0461, 22.3308
O, 8.2349, -1.588, 19.0618
O, 5.5546, 3.4023, 15.7091
O, 5.4581, 0.7653, 16.1361
N, -1.06, 2.812, 16.4484
O, 0.6065, 10.6558, 20.3388
O, 16.3976, 8.1164, 18.504
O, 10.1133, 18.6821, 14.8207
O, 9.813, -5.4478, 16.844
O, 6.653, 0.5146, 18.5076
O, 2.3262, 1.9833, 20.0154
O, 7.4578, -0.17, 12.5987
O, 0.6368, 4.2976, 20.9901
O, 9.2068, 10.2111, 15.2048
O, -2.2589, 4.3041, 10.9611
O, 11.6642, 16.6904, 18.7618
O, 2.7953, 10.4442, 21.3397
O, 6.062, 12.0967, 10.7463
O, 9.15, 5.6801, 8.6909
O, 9.2093, 11.5087, 17.9173
O, 13.1474, 6.4073, 11.9014
O, 7.5602, 8.6172, 14.102
O, 5.5823, 6.7507, 13.4765
O, 9.68, 4.045, 19.0508
O, 8.4332, 0.5947, 20.5267
N, 12.1784, 9.7195, 23.3029
O, 4.3602, 12.9244, 18.162
O, 10.7921, 0.049, 11.0458
O, 10.0708, 12.4485, 14.0494
O, 17.3366, 8.5557, 11.7341
O, 14.1012, 7.9249, 22.613
O, 10.1526, 7.8, 18.0689
O, 7.936, 13.1366, 12.1537
O, 7.05, 5.5621, 15.2878
O, 0.5857, 1.6356, 18.3507
O, 4.3602, 3.8011, 20.0678
O, 18.5553, 4.0032, 17.3503
O, 12.7472, 7.9446, 14.0379
O, 16.4797, 16.5207, 17.4574
O, -0.4011, 6.2645, 11.5648
O, 14.1695, 8.1209, 19.8966
O, 10.1805, 12.2131, 8.8874
O, 10.6724, 1.9944, 20.8771
O, 8.1016, 8.1377, 7.9704
O, 7.6737, 6.7723, 18.664
O, 12.1219, 8.7953, 11.5889
O, 5.0623, 6.2918, 10.9871
O, 8.3516, 6.3924, 13.1261
O, 12.1776, 10.4455, 8.8567
O, 0.3436, 0.4368, 16.0887
O, 5.6676, 12.519, 13.5307
O, 8.6042, 2.3927, 22.4941
O, 12.1948, 4.0544, 11.6137
O, 19.0021, -2.6547, 16.5777
O, 11.5646, 5.6106, 13.8834
O, 7.6827, 1.9949, 15.1322
O, 14.7656, 8.3855, 12.2472
O, 11.2313, -11.6684, 13.514
O, 12.0343, 17.7405, 16.3186
O, 5.4976, 6.1111, 20.09
O, 15.7005, 1.2963, 20.614
O, 15.1894, 10.3062, 18.3273
O, 16.0913, 9.7115, 20.8233
O, 12.5544, 1.9285, 10.1248

Results
free energy: -133758.827 eV
free energy less fixed offsets of N -385.13, O -568.88, Si -635.61 eV per atom: 4.353 eV

Forces (eV/angstrom), in the order of the atoms: element, x, y, z
Si, 0.0082, 0.0232, 0.0119
Si, -0.0371, -0.0223, 0.0278
Si, 0.0014, -0.0044, 0.0155
Si, -0.0214, 0.0167, -0.0238
Si, -0.0037, -0.0142, 0.0128
Si, -0.0151, 0.0137, 0.0192
Si, 0.0049, -0.0225, 0.0015
Si, 0.0091, -0.0168, 0.0532
Si, -0.0189, -0.0132, -0.019
Si, 0.0073, 0.015, 0.011
Si, 0.0105, 0.0143, 0.0032
Si, 0.0069, 0.0108, -0.0025
Si, -0.0017, 0.0307, -0.0293
Si, -0.0002, -0.0037, -0.0176
Si, 0.0454, -0.007, 0.0174
Si, -0.011, 0, -0.038
Si, 0.0078, 0.0012, 0.002
Si, 0.0001, 0.0016, 0.0153
Si, 0.01, -0.0013, -0.0001
Si, 0.0002, -0.0039, -0.0012
Si, 0.0067, -0.0228, 0.0074
Si, 0.0013, 0.0061, -0.0061
Si, 0.0163, -0.0022, 0.0199
Si, -0.0216, 0.0179, -0.0135
Si, -0.0411, -0.1298, 0.1626
Si, 0.5748, -0.015, 0.0276
Si, 0.2446, 0.0152, -0.1208
Si, 0.169, 0.4255, -0.0704
Si, 0.4935, -0.5881, -0.0791
Si, -0.2897, -0.2373, 0.1484
Si, -0.0887, 0.381, 0.1828
Si, -0.1707, -0.2729, -0.0929
Si, 0.0625, 0.0909, 0.0707
Si, -0.1538, -0.0708, -0.0326
Si, 0.0653, 0.0723, 0.0145
Si, 0.1361, 0.2, -0.0531
Si, -0.0685, 0.0142, -0.0524
Si, -0.0322, 0.0872, 0.061
Si, -0.0615, 0.0289, -0.0941
Si, -0.013, -0.0133, 0.0274
Si, -0.0009, 0.0082, -0.0115
Si, -0.0328, -0.0758, -0.0279
Si, 0.0307, -0.0355, -0.0193
Si, 0.0277, -0.0547, 0.0153
Si, -0.0182, -0.0618, -0.0248
Si, -0.0011, -0.0593, -0.0069
Si, 0.1304, 0.0342, -0.0106
Si, 0.0297, 0.0003, -0.0307
Si, -0.0537, -0.031, -0.0087
Si, 0.0738, -0.0099, 0.0065
Si, 0.006, 0.0076, 0.0337
Si, -0.0663, 0.1168, 0.0373
Si, 0.0233, 0.0433, -0.0027
Si, -0.013, 0.0719, -0.0022
Si, -0.0508, 0.0521, 0.0329
Si, -0.09, -0.0061, 0.0242
Si, 0.0178, -0.1344, 0.0492
Si, -0.0799, -0.0613, 0.0096
Si, 0.0243, -0.0067, 0.0077
Si, 0.0403, -0.0245, 0.0321
Si, -0.0144, -0.1419, -0.0384
Si, -0.0196, -0.1809, -0.0357
Si, 0.1026, 0.0971, 0.0208
Si, -0.02, 0.065, 0.0377
Si, 0.0193, -0.1366, -0.0103
Si, 0.1255, 0.1355, -0.0071
Si, -0.398, -0.0138, 0.2457
Si, 0.0871, -0.0745, -0.1409
Si, -0.3034, 0.3051, -0.2239
Si, -0.2466, 0.4197, -0.5861
Si, -0.1417, -0.0124, 0.103
Si, -0.0183, -0.2136, 0.4958
Si, -0.0018, 0.0026, 0.0055
Si, 0.007, -0.0033, 0.0171
Si, -0.0274, 0.0188, -0.0152
Si, 0.0112, -0.0024, 0.0025
Si, 0.0075, -0.0093, -0.0043
Si, -0.0025, -0.0018, 0.0015
Si, 0.0123, 0.0015, -0.0035
Si, 0.0005, -0.0166, -0.008
Si, -0.0107, 0.0009, -0.0022
Si, -0.006, 0.0463, 0.0146
Si, -0.0084, 0.0082, 0.007
Si, 0.0281, -0.0232, 0.0252
Si, 0.0137, -0.0021, -0.0007
Si, 0.0115, 0.0134, 0.0231
Si, -0.0211, 0.0037, 0.0168
Si, -0.0078, -0.006, 0.0096
Si, 0.0166, 0.0155, 0.0044
Si, 0.0116, -0.0291, -0.0413
Si, -0.014, -0.0085, -0.0105
Si, -0.0258, -0.0043, -0.0156
Si, 0.0252, -0.0116, -0.0266
Si, -0.0016, -0.0067, -0.0614
Si, -0.0186, 0.0228, -0.0078
Si, -0.0165, 0.0027, -0.0001
O, -0.0187, 0.012, -0.0326
O, 0.0013, -0.0069, 0.0016
O, -0.0118, 0.0058, 0.0051
O, 0.0011, -0.003, 0.0082
N, 0.0001, 0.0146, -0.0012
O, 0.0003, -0.0015, -0.0003
O, -0.0013, 0.0015, -0.0062
O, 0.0033, -0.0005, 0.0036
O, 0.0003, 0.0002, 0.0042
N, 0.0017, 0.0008, 0.0006
N, -0.0035, -0.0041, -0.0069
O, 0.001, 0.0006, -0.0077
O, 0.0026, -0.0136, 0.0166
O, -0.0054, 0.0023, -0.018
O, 0.0059, -0.0014, 0.0064
O, -0.0062, 0.0054, -0.0014
N, -0.0102, 0.0058, -0.0018
N, -0.0125, 0.0281, -0.0145
N, -0.0054, -0.0031, 0.0019
O, 0.0506, -0.0317, 0.0053
O, 0.0109, -0.0187, 0.0308
Si, 0.0011, -0.0026, 0.0036
Si, 0.0004, 0.0011, -0.0027
Si, -0.0003, 0.003, -0.0013
Si, -0.0039, 0.0024, -0.0065
Si, -0.0014, -0.0027, 0.0132
Si, -0.0038, 0.0007, 0.0007
Si, 0.0008, 0.0023, -0.0045
Si, 0.0005, 0.0031, -0.0027
Si, -0.0001, -0.0004, -0.0003
Si, 0.0004, 0.0008, -0.0009
Si, 0.002, 0.0037, 0.0031
Si, 0.0009, 0.0013, 0.0048
Si, 0.0097, -0.0042, 0.0003
Si, 0.0003, 0.0015, -0.0048
Si, 0.0016, -0.0025, -0.0002
Si, -0.0018, 0.0044, 0.0026
Si, 0.0001, -0.0024, 0.002
Si, 0.0023, -0.003, 0.0043
Si, 0.004, 0.0032, 0.0069
Si, -0.0023, -0.0015, 0.0024
Si, -0.0017, -0.0008, 0.0006
Si, -0.0005, 0.0007, -0.0008
Si, 0.0004, -0.0009, -0.0025
Si, -0.0064, 0.004, 0.0041
Si, 0.0024, 0.0009, 0.0103
Si, 0.0019, 0.0127, -0.0345
Si, 0.0095, 0.0081, -0.002
Si, 0.0009, -0.0008, -0.0001
Si, 0.0004, -0.0007, 0.0017
Si, -0.0032, -0.002, -0.0028
Si, -0.0018, -0.0001, -0.004
Si, 0.0002, -0.0006, -0.0048
Si, 0.0005, -0.0009, -0.0035
Si, -0.0018, -0.0036, -0.0028
Si, 0.0022, -0.0044, -0.0021
Si, -0.0029, 0.0018, 0.0031
Si, -0.0003, -0.0012, 0.0049
Si, -0.0005, -0.0011, -0.0019
O, 0.0006, 0.0005, -0.0075
O, -0.0005, -0.0002, 0.0006
O, 0.0001, 0.001, 0.0012
O, 0.009, -0.0175, -0.0092
O, -0.0004, 0.0009, -0.0021
O, 0.0012, -0.001, 0.0008
O, 0.0003, -0.0001, 0.0004
N, 0.0001, -0.0008, -0.0025
O, -0.0002, -0.005, 0.0025
O, 0.0007, 0.0006, -0.002
O, 0.0001, -0.0004, 0.0005
O, -0.0004, 0.0012, -0.0008
O, -0.0012, -0.0007, -0.0017
O, -0.0022, -0.0017, -0.003
O, 0.0014, -0.0016, 0.0027
O, -0.0074, 0.0008, -0.0068
O, -0.0013, -0.0009, 0.0001
O, 0.0009, 0.0021, -0.0039
O, 0.0022, -0.0009, -0.0003
O, -0.0064, -0.0021, -0.0064
O, 0.0023, 0.0027, -0.0032
O, 0, 0.0034, 0.0174
O, -0.0014, -0.0019, 0.0015
O, 0.0003, -0.0013, -0.0004
O, 0.0008, -0.0002, 0.0011
O, 0.0004, -0.0007, 0.0021
O, -0.0001, -0.0011, -0.0025
O, -0.0009, -0.0007, -0.0072
N, -0.0133, 0.0075, 0.0031
O, -0.001, 0.0015, -0.0019
O, -0.0007, -0.0024, 0.0026
O, 0, 0.0007, 0.0008
O, -0.001, -0.0013, 0.0012
O, -0.004, 0.0002, 0.0021
O, -0.0008, -0.0008, -0.0013
O, -0.001, -0.0047, 0.0041
O, 0, 0, 0.0006
O, -0.0001, -0.0003, -0.0025
O, -0.003, -0.0033, -0.0041
O, -0.0014, -0.0003, -0.0021
O, -0.0013, -0.0014, 0.0004
O, -0.0004, -0.0004, -0.0016
O, -0.0003, 0.0002, 0.0006
O, 0.0003, 0.0009, -0.0027
O, 0.0038, -0.0015, 0.0121
O, 0.0023, -0.0013, -0.004
O, 0.0228, -0.0245, 0.0161
O, 0.0002, 0.0012, -0.0025
O, 0.0002, -0.0009, 0.0002
O, 0.0016, -0.0025, -0.0021
O, 0.0009, 0.0002, 0.0021
O, 0.0006, -0.0004, 0.0029
O, 0.0024, 0.0003, 0.0021
O, 0.0009, 0, 0.0015
O, -0.0018, 0.0023, 0.0046
O, 0.0002, -0.0001, 0.0024
O, -0.0019, 0.0002, -0.0004
O, -0.0004, -0.001, 0.0007
O, -0.0016, 0.0001, 0.0015
O, 0.0001, -0.0008, 0.0007
O, -0.0011, -0.0025, -0.0009
O, 0.001, -0.0003, -0.0013
O, -0.0011, 0.001, -0.006
O, -0.0003, 0.0039, -0.0115
O, 0.0006, 0, -0.0014
O, -0.0001, -0.002, -0.002
O, 0.0019, 0.0029, -0.0003

The program warned: the cutoff lies below the one the program advises for these potential files; the forces do not sum to zero within the program's tolerance; the exchange-correlation potential is rough where the density is thin.
